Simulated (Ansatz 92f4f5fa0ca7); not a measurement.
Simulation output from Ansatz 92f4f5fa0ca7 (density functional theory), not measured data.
Periodic cell of 408 atoms, Si264O144, from a study of silicon, its oxide and their interface. The atomic structure is a simulated model.
Doubt: the cutoff is far below the 930 eV that the study's wrapper takes by default for these files, so forces and energies are approximate.
This geometry differs little from another in the collection (a relaxation step or a small displacement).

Settings
functional: PBE
potential files: Ansatz PAW
basis: plane waves
wave-function cutoff: 580 eV
density cutoff ratio: 5
exchange-correlation grid ratio: 1
k mesh: 1 x 1 x 1, Gamma-centred
self-consistency stop: 5e-08 eV per atom in the density residual
occupations: fixed
spin: none
net charge: 0

Cell vectors (angstrom)
a	15.4687	0	0
b	0	12.8259	0
c	0	0	36.3375

Atoms: element, x, y, z (angstrom)
Si	0.0006	1.1679	33.6529
Si	3.8835	1.1677	33.6687
Si	7.7622	1.165	33.6804
Si	11.6202	1.1671	33.6527
Si	1.9112	7.5774	33.6585
Si	5.7841	7.5737	33.6965
Si	9.643	7.578	33.6667
Si	13.5237	7.5763	33.6623
Si	1.9336	5.247	34.0706
Si	5.8008	5.247	34.0706
Si	9.6679	5.247	34.0706
Si	13.5351	5.247	34.0706
Si	0	11.6599	34.0706
Si	3.8672	11.6599	34.0706
Si	7.7343	11.6599	34.0706
Si	11.6015	11.6599	34.0706
Si	0	4.664	35.3073
Si	3.8672	4.664	35.3073
Si	7.7343	4.664	35.3073
Si	11.6015	4.664	35.3073
Si	1.9336	11.0769	35.3073
Si	5.8008	11.0769	35.3073
Si	9.6679	11.0769	35.3073
Si	13.5351	11.0769	35.3073
Si	0	2.332	35.7196
Si	3.8672	2.332	35.7196
Si	7.7343	2.332	35.7196
Si	11.6015	2.332	35.7196
Si	1.9336	8.745	35.7196
Si	5.8008	8.745	35.7196
Si	9.6679	8.745	35.7196
Si	13.5351	8.745	35.7196
Si	1.9336	1.749	0.6188
Si	5.8008	1.749	0.6188
Si	9.6679	1.749	0.6188
Si	13.5351	1.749	0.6188
Si	0	8.162	0.6188
Si	3.8672	8.162	0.6188
Si	7.7343	8.162	0.6188
Si	11.6015	8.162	0.6188
Si	0	5.83	1.031
Si	3.8672	5.83	1.031
Si	7.7343	5.83	1.031
Si	11.6015	5.83	1.031
Si	1.9336	12.2429	1.031
Si	5.8008	12.2429	1.031
Si	9.6679	12.2429	1.031
Si	13.5351	12.2429	1.031
Si	1.9336	5.247	2.2678
Si	5.8008	5.247	2.2678
Si	9.6679	5.247	2.2678
Si	13.5351	5.247	2.2678
Si	0	11.6599	2.2678
Si	3.8672	11.6599	2.2678
Si	7.7343	11.6599	2.2678
Si	11.6015	11.6599	2.2678
Si	1.9336	2.915	2.68
Si	5.8008	2.915	2.68
Si	9.6679	2.915	2.68
Si	13.5351	2.915	2.68
Si	0	9.328	2.68
Si	3.8672	9.328	2.68
Si	7.7343	9.328	2.68
Si	11.6015	9.328	2.68
Si	0.4172	-0.0486	27.0795
Si	3.4591	0.1754	26.4134
Si	7.9865	-0.0904	27.0171
Si	11.1606	-0.0731	27.0001
Si	2.0101	4.0921	27.3661
Si	5.3793	6.653	27.0039
Si	9.9653	6.1345	26.6549
Si	13.108	6.6936	27.0184
Si	2.176	6.4099	27.2529
Si	5.9717	3.7374	27.3969
Si	9.9244	3.9028	27.3947
Si	13.6287	3.7455	27.6491
Si	0.1536	10.4579	27.4945
Si	3.8101	10.1427	27.2875
Si	7.7773	10.4071	27.3653
Si	11.5669	10.4214	27.2581
Si	0.1754	3.4027	28.7243
Si	3.9412	3.5529	28.6708
Si	7.9208	3.3509	28.6299
Si	11.6632	3.4414	28.8765
Si	1.9949	9.869	28.7952
Si	5.7975	9.9703	28.6059
Si	9.6992	9.9341	28.6845
Si	13.5333	9.9538	28.5867
Si	0.087	1.0934	29.1412
Si	3.9462	1.2971	29.2995
Si	7.7996	1.0578	29.1237
Si	11.5874	1.0834	29.0992
Si	1.9259	7.5786	29.2607
Si	5.742	7.6613	29.1126
Si	9.5481	7.6845	29.2798
Si	13.4365	7.6292	29.1425
Si	1.9882	0.5741	30.4226
Si	5.8739	0.6081	30.4317
Si	9.7015	0.5457	30.4065
Si	13.5576	0.5377	30.3043
Si	-0.0697	6.9719	30.3385
Si	3.8793	7.0301	30.4302
Si	7.6318	6.9953	30.4091
Si	11.5405	7.0142	30.3965
Si	0.048	4.6413	30.7515
Si	3.9121	4.6956	30.7567
Si	7.7698	4.6262	30.6826
Si	11.6151	4.6825	30.8517
Si	1.9901	11.0765	30.8155
Si	5.8096	11.0895	30.7209
Si	9.6949	11.0633	30.7752
Si	13.5426	11.0499	30.7112
Si	1.9757	4.0993	32.0025
Si	5.8442	4.0776	31.9809
Si	9.6591	4.0879	32.0161
Si	13.5764	4.066	32.0103
Si	0.0075	10.4837	31.9843
Si	3.9128	10.4892	32.0223
Si	7.7338	10.4827	31.9824
Si	11.6241	10.482	32.0016
Si	1.95	1.7694	32.4512
Si	5.8391	1.7647	32.4721
Si	9.6821	1.7541	32.4346
Si	13.5443	1.7257	32.3795
Si	-0.0243	8.1485	32.4046
Si	3.8678	8.173	32.475
Si	7.6879	8.1583	32.4574
Si	11.5787	8.1654	32.4528
Si	0	2.332	3.9167
Si	3.8672	2.332	3.9167
Si	7.7343	2.332	3.9167
Si	11.6015	2.332	3.9167
Si	1.9336	8.745	3.9167
Si	5.8008	8.745	3.9167
Si	9.6679	8.745	3.9167
Si	13.5351	8.745	3.9167
Si	1.923	6.4185	4.3377
Si	5.7777	6.4178	4.298
Si	9.6961	6.4182	4.3156
Si	13.5578	6.4126	4.3236
Si	-0.0061	12.8237	4.3313
Si	3.8766	12.818	4.319
Si	7.722	12.8209	4.3292
Si	11.6	12.8266	4.3258
Si	-0.0007	5.84	5.6059
Si	3.8614	5.8538	5.5692
Si	7.7268	5.8305	5.4676
Si	11.6376	5.8691	5.5724
Si	1.9445	12.1909	5.5116
Si	5.792	12.2012	5.5645
Si	9.6621	12.2322	5.5387
Si	13.5241	12.2577	5.5789
Si	-0.0009	3.4983	5.9965
Si	3.8232	3.5138	5.9434
Si	7.7362	3.507	5.9334
Si	11.6067	3.5326	5.9924
Si	1.902	9.8772	6.0174
Si	5.7443	9.8908	6.0127
Si	9.6568	9.91	5.9951
Si	13.5021	9.9263	6.0303
Si	1.9359	2.8343	7.2
Si	5.7716	2.8068	7.0226
Si	9.6478	2.9205	7.186
Si	13.5359	2.9687	7.2615
Si	-0.0398	9.3381	7.2965
Si	3.8086	9.3556	7.3353
Si	7.7025	9.3434	7.2102
Si	11.5634	9.4024	7.3288
Si	-0.0374	7.0015	7.6982
Si	3.8882	7.014	7.6438
Si	7.7273	6.9864	7.4909
Si	11.6766	7.05	7.6371
Si	1.9929	13.3269	7.5492
Si	5.7666	13.3604	7.6196
Si	9.6551	13.4345	7.5606
Si	13.5273	13.4719	7.6195
Si	1.9498	6.3013	8.7689
Si	5.8475	6.2586	8.7477
Si	9.6911	6.3547	8.6148
Si	13.5097	6.4116	8.9976
Si	0.0333	12.8235	8.7237
Si	3.857	12.7635	8.92
Si	7.7354	12.914	8.831
Si	11.5725	12.9382	8.8387
Si	1.9466	4.0449	9.2295
Si	5.805	3.9279	9.0189
Si	9.6186	4.1101	9.2304
Si	13.5191	4.0837	9.3783
Si	-0.0904	10.5678	9.3497
Si	3.7433	10.4336	9.514
Si	7.6448	10.6055	9.2267
Si	11.4856	10.6804	9.392
Si	0.0455	3.5226	10.5605
Si	3.9545	3.5406	10.3932
Si	7.6308	3.544	10.4198
Si	11.5062	3.5291	10.5392
Si	1.6846	10.2266	10.8835
Si	5.828	9.7187	10.41
Si	9.4901	10.2472	10.6219
Si	13.4183	10.3119	10.6827
Si	0.3753	1.2462	10.6572
Si	3.5233	1.2616	10.8755
Si	8.0201	1.2662	10.8807
Si	11.1763	1.2511	10.8884
Si	1.2478	7.2348	11.7047
Si	6.7809	7.5013	10.4721
Si	9.183	7.2274	10.6741
Si	13.5828	7.2139	11.2503
O	9.5732	0.1572	26.5668
O	1.8552	0.5055	26.4336
O	11.7382	4.5876	24.4947
O	3.7747	6.3329	26.8191
O	-0.3458	6.84	11.7307
O	1.4471	8.8347	11.7095
O	9.5968	13.8452	11.3335
O	1.9193	13.9131	11.2453
O	4.3878	13.5494	12.1787
O	13.4657	11.3369	11.9777
O	2.0392	6.6466	12.9831
O	6.5047	7.3221	12.1046
O	12.4355	6.5687	12.2417
O	1.5121	11.2591	12.1682
O	14.7672	13.6166	11.8
O	7.0414	13.5792	12.106
O	9.0257	10.9781	12.0381
O	4.3897	4.4509	11.7445
O	7.147	4.4071	11.785
O	0.116	3.9559	12.174
O	9.7364	6.2798	11.9095
O	12.0846	13.5688	12.1709
O	5.7916	9.8888	12.0981
O	11.3788	4.1913	12.0651
O	10.2979	2.9458	26.0575
O	8.9891	6.3495	25.3393
O	0.3338	9.6198	26.0653
O	6.9534	0.4788	25.8543
O	7.8583	9.5208	25.9341
O	4.3107	0.9033	25.2329
O	14.0413	7.6626	26.0798
O	12.1023	0.4587	25.7545
O	1.2155	7.0717	26.0842
O	2.2059	3.6107	25.7606
O	11.5273	9.6175	25.7825
O	3.7476	8.9607	26.1356
O	5.8255	7.4874	25.6615
O	14.7415	0.2556	25.945
O	5.8805	2.8787	25.9971
O	13.5323	2.5431	26.5509
Si	16.8948	2.6131	21.7618
Si	2.2974	6.9864	19.9966
Si	14.6182	7.7301	19.9999
Si	6.3815	11.9451	15.1657
Si	14.9059	12.8631	17.8451
Si	1.682	1.4822	19.1861
Si	12.6448	5.1473	23.2255
Si	3.3359	6.422	22.9427
Si	8.6956	10.5396	13.5892
Si	11.9133	13.12	17.3175
Si	-1.2836	9.3972	14.9812
Si	7.3578	9.8255	24.404
Si	6.472	12.6237	18.2701
Si	13.5169	12.8749	12.5118
Si	14.0861	5.4106	18.1582
Si	5.7326	13.9995	13.0045
Si	6.1066	5.9713	22.1945
Si	2.74	9.2046	18.0358
Si	5.1766	6.5672	14.7483
Si	10.5133	3.4811	24.5264
Si	7.0109	1.411	22.231
Si	10.3752	14.3473	19.5254
Si	13.51	1.2519	25.5893
Si	6.358	8.6584	13.0471
Si	-0.5853	6.4157	15.2946
Si	3.4984	11.9897	18.129
Si	11.0901	5.6975	12.627
Si	7.1333	8.7152	21.715
Si	8.4972	5.604	23.9656
Si	10.0377	8.1821	17.0758
Si	15.2475	0.8013	14.7611
Si	5.8487	1.4823	25.1651
Si	0.068	8.0973	25.5525
Si	15.2389	9.7875	17.8913
Si	11.5719	9.197	24.2019
Si	11.7291	3.3026	17.5145
Si	1.4037	4.3318	19.3101
Si	3.7528	10.5362	15.6154
Si	7.3925	11.4864	20.9118
Si	7.3678	2.3241	19.5149
Si	14.5524	2.9121	23.2946
Si	14.073	7.9047	23.153
Si	10.6264	6.9405	22.4747
Si	7.615	6.5951	16.7022
Si	1.7559	3.9976	24.2328
Si	10.2652	5.5192	15.7673
Si	4.7542	8.4926	24.9304
Si	9.4768	11.2828	23.0116
Si	7.7131	5.3558	19.5125
Si	9.507	7.5853	20.0254
Si	2.1525	5.9595	14.4572
Si	0.253	3.8919	13.8018
Si	1.2481	11.1085	13.7895
Si	11.3248	10.5525	15.4423
Si	10.1716	1.2815	22.5212
Si	5.7531	4.2636	12.6571
O	10.8344	6.8544	16.5321
O	13.0042	4.2047	17.9904
O	15.4597	2.3777	14.3594
O	14.3089	9.5671	16.5913
O	2.7132	7.0241	21.5649
O	10.9054	1.3164	21.0583
O	10.8474	4.1644	16.4512
O	7.7526	11.6075	14.3663
O	0.1251	1.0264	18.9508
O	13.6995	1.7853	24.0821
O	6.7084	12.7054	21.7525
O	15.581	3.8346	24.2051
O	5.7489	0.4389	14.4505
O	11.0263	7.6872	23.8662
O	10.0961	8.2572	18.6907
O	2.6649	0.4872	18.4319
O	5.9874	7.5868	21.9244
O	8.622	5.5105	15.9559
O	6.5009	10.1515	21.2588
O	-0.2993	0.6876	16.3767
O	6.9212	5.5756	23.5691
O	11.5289	12.0376	16.1412
O	0.7127	7.3145	19.9692
O	6.183	1.7408	23.5907
O	6.597	2.3774	20.9689
O	8.1382	11.2272	23.9973
O	5.2877	10.7128	15.0512
O	15.5077	4.7293	18.5397
O	6.5351	14.2568	18.4312
O	14.1953	6.2193	16.7476
O	6.7822	12.2342	16.7206
O	10.7881	13.1285	18.511
O	2.8942	10.6394	18.8083
O	-1.2158	7.7845	14.6209
O	16.6363	3.9933	20.9024
O	3.8336	7.7086	23.8389
O	6.1482	6.6359	16.0371
O	10.9109	2.9306	18.8866
O	10.1488	10.5351	14.3143
O	9.2086	5.9662	19.8477
O	8.9282	11.2178	21.4586
O	12.0827	1.8573	16.7837
O	8.4479	8.0281	16.6372
O	10.7815	5.6026	14.2201
O	9.0731	4.0851	24.0457
O	4.5916	5.4616	22.4991
O	14.4738	9.1448	19.1848
O	13.5836	6.4103	23.6354
O	1.7666	4.3663	14.2679
O	7.8707	8.824	23.1983
O	7.8378	9.1169	13.6232
O	13.3067	12.7009	18.0549
O	13.1053	9.1511	23.6335
O	14.6717	5.0286	14.4103
O	15.4187	2.0808	22.2055
O	2.6072	10.4638	14.4549
O	10.9382	2.321	23.4951
O	1.0075	12.6494	14.2936
O	4.9932	12.141	18.7075
O	-1.7413	6.5258	19.3149
O	2.3209	2.9335	23.0996
O	5.7468	5.3518	13.8387
O	8.77	14.3558	19.6625
O	6.7482	5.3618	20.8279
O	5.7255	2.7684	13.3089
O	7.2189	6.2525	18.2501
O	10.3053	12.6553	23.2206
O	11.603	5.6869	22.1075
O	5.6973	9.7395	24.3686
O	3.4696	11.8808	16.5015
O	10.5887	10.1607	23.3493
O	12.695	10.0331	14.6871
O	15.5104	8.1117	23.9144
O	-0.0684	10.1846	14.1889
O	10.8056	9.5143	16.5845
O	8.5931	14.4862	22.497
O	3.621	6.2171	15.0987
O	7.4592	11.8204	19.3101
O	10.633	7.8889	21.1642
O	3.642	9.2477	16.6511
O	1.9584	2.9795	18.5877
O	5.2682	8.0887	14.1242
O	3.1625	8.0367	19.0869
O	13.5225	3.9487	22.5817
O	7.6998	3.817	18.9826
O	11.5164	6.7322	26.5714
O	14.1619	7.9625	21.5377
O	13.8417	13.0454	14.1077
O	8.1231	8.2942	20.5015
O	2.5075	5.5295	19.2752
O	15.551	11.3787	18.0553
O	9.131	6.3568	22.6733
O	1.1776	9.0148	17.6165
O	1.0382	6.6269	15.4554
O	17.5354	1.4854	20.7848
O	2.2786	5.493	23.7926
O	9.2033	6.9799	27.8146
O	13.3988	8.8281	11.3836
O	3.647	11.407	26.254
O	6.2354	5.2768	26.8886
O	4.1528	13.3498	27.8423
O	2.0166	6.7536	10.3653
O	13.6863	5.1749	26.83
O	9.8404	8.6906	11.0383

Results
free energy: -249725.864 eV
free energy less fixed offsets of O -568.88, Si -635.61 eV per atom: -6.104 eV

Forces (eV/angstrom), in the order of the atoms: element, x, y, z
Si	0.0001	0.0005	-0.0012
Si	-0.0005	0.0001	-0.0012
Si	0.0002	0.0002	-0.0015
Si	0.0001	0.0003	-0.0015
Si	-0.0006	0.0011	-0.0013
Si	-0.0006	0.0008	-0.0013
Si	0.0001	0.0007	-0.0009
Si	0.0005	0.0003	-0.001
Si	0.0695	0.0211	0.0109
Si	0.0957	-0.0779	-0.1197
Si	-0.1066	0.021	0.0771
Si	0.1305	-0.0786	-0.0008
Si	-0.0226	-0.0531	-0.1636
Si	0.1222	0.0555	0.0523
Si	0.0005	-0.0929	-0.1496
Si	0.052	0.0021	-0.0928
Si	-0.0175	0.0038	-0.0104
Si	-0.0438	-0.0289	-0.0374
Si	0.0152	-0.0014	0.0039
Si	0.015	-0.0268	-0.0418
Si	-0.0115	-0.0372	-0.0411
Si	-0.0172	0.0218	0.0018
Si	-0.012	-0.0443	-0.0482
Si	-0.0125	0.0088	-0.0215
Si	-0.0389	-0.016	-0.0156
Si	0.0202	0.0163	0.0939
Si	0.0615	0.03	0.1665
Si	0.052	-0.0186	-0.0255
Si	-0.0598	0.0086	0.0086
Si	-0.0217	0.075	0.2487
Si	-0.0377	0.0242	0.0792
Si	-0.0005	0.0011	0.038
Si	-0.0325	-0.0044	-0.0229
Si	-0.0096	-0.0021	0.0014
Si	0.0052	0.0199	-0.0026
Si	0.0015	0.013	-0.0066
Si	-0.0074	-0.0078	-0.005
Si	0.0032	0.006	0.0002
Si	-0.0177	0.0011	0.0131
Si	0.0111	-0.0072	-0.0202
Si	0.016	-0.0195	0.0004
Si	0.049	-0.0039	0.0044
Si	-0.0209	0.0072	0.0345
Si	-0.0072	-0.0049	-0.002
Si	0.0042	0.0323	0.0202
Si	0.0104	-0.0314	-0.0179
Si	0.0016	0.015	0.0165
Si	0.0051	-0.0066	0.0014
Si	-0.0486	-0.0142	0.0649
Si	-0.0854	-0.0658	-0.1842
Si	0.1004	-0.0321	-0.0869
Si	0.0555	-0.0195	-0.0522
Si	-0.0456	0.0069	-0.0193
Si	0.0564	-0.0092	-0.1204
Si	-0.0416	0.0123	-0.0271
Si	0.0286	0.011	-0.043
Si	0.026	-0.0368	-0.0365
Si	0.0167	-0.0006	0.0072
Si	0.0036	-0.0416	-0.0146
Si	0.0036	-0.0138	0.0225
Si	0.0063	0.0738	0.0723
Si	0.0089	0.0328	0.0371
Si	0.0208	0.0542	0.073
Si	-0.0129	0.0177	0.0398
Si	0.0037	-0.0002	-0.0028
Si	-0.003	-0.0181	0.0155
Si	0.0002	-0.0019	-0.0006
Si	-0.0002	-0.0036	-0.0027
Si	-0.0016	0.0025	0.0008
Si	-0.0013	-0.0042	-0.0016
Si	0.0015	-0.0006	0.0026
Si	0.0005	0.003	0.0048
Si	-0.0005	0.0001	0.0013
Si	-0.0021	0.0021	-0.0032
Si	0.0021	0.0031	-0.0017
Si	0.0018	0.0011	-0.0081
Si	0.0011	0.002	-0.001
Si	-0.0036	0.0126	-0.0096
Si	-0.0013	0.0017	0.0015
Si	0.0009	0.0045	0.0032
Si	0.002	-0.0025	0.0011
Si	-0.0009	-0.0034	-0.0004
Si	0.0007	-0.0016	-0.0003
Si	-0.0058	-0.0007	0.0029
Si	-0.0015	-0.0006	0.0008
Si	0.0023	-0.0008	-0.002
Si	0	-0.0041	-0.0007
Si	-0.0015	-0.0018	-0.0032
Si	-0.0015	0.0029	0.0009
Si	0.0002	-0.0063	-0.0103
Si	0.0013	0.0002	-0.0013
Si	0.0025	0.0015	0.0012
Si	-0.0006	-0.0014	-0.0031
Si	0.001	0.0012	0.0002
Si	-0.0019	0.0039	0.0011
Si	-0.0025	-0.0022	-0.0046
Si	0.0018	0.0016	-0.0015
Si	-0.0008	0.0012	-0.0018
Si	-0.0017	0.002	0.0009
Si	0.0003	0.0029	-0.0018
Si	0.0016	0.0011	0.0007
Si	0	-0.0019	0.002
Si	0.0013	-0.0005	-0.0026
Si	0.0022	0.0008	-0.001
Si	0.0005	-0.0004	-0.0012
Si	-0.0003	0.0038	-0.0033
Si	-0.0005	0.0024	0.001
Si	0.0011	0.0005	-0.002
Si	0.0012	0.0001	-0.0018
Si	-0.001	0	-0.0006
Si	0.0002	0.0008	-0.0025
Si	0	-0.0012	0.0006
Si	-0.002	-0.0004	-0.0002
Si	0.0019	-0.001	-0.0003
Si	-0.0009	-0.0009	-0.0004
Si	-0.0001	-0.0012	0.0002
Si	0.0001	-0.0001	-0.0004
Si	-0.0004	-0.0002	0.0003
Si	-0.0006	-0.0002	0.0005
Si	0.0003	-0.0002	-0.0002
Si	-0.0001	-0.0016	-0.0021
Si	0.0001	-0.0009	-0.0011
Si	0.0002	-0.0006	-0.0027
Si	-0.0004	-0.0002	-0.0011
Si	0.0004	-0.0018	-0.0017
Si	0.0007	-0.0016	-0.0032
Si	0.0002	-0.0008	-0.0009
Si	-0.0009	-0.0014	-0.0019
Si	-0.0344	0.0329	0.0884
Si	-0.1584	-0.0338	-0.2075
Si	0.0839	-0.1036	-0.273
Si	0.0286	0.1291	0.1342
Si	-0.045	-0.0522	0.1773
Si	-0.1812	0.0118	0.1272
Si	0.0398	0.0432	0.0891
Si	-0.0279	0.1051	0.3068
Si	-0.0007	-0.0009	-0.0002
Si	-0.0001	-0.0008	0.0002
Si	-0.0004	-0.0008	0
Si	-0.0001	-0.0004	-0.0003
Si	-0.0004	-0.0006	0.0002
Si	0	-0.0004	-0.0001
Si	0.0002	-0.0003	-0.0004
Si	0.0005	-0.0004	-0.0003
Si	-0.0002	0.0013	-0.0001
Si	0.0011	0.0005	0
Si	0.0002	0.0019	0.002
Si	-0.0001	0.0003	-0.0002
Si	0.0001	0.0006	0.0009
Si	-0.0002	0.0011	0.0002
Si	-0.0007	0.0009	0.0017
Si	-0.0002	-0.0001	-0.0007
Si	-0.0006	-0.0002	-0.0009
Si	0.001	-0.0006	-0.0011
Si	-0.0005	0.0007	-0.0003
Si	-0.0008	0.0011	-0.001
Si	-0.0006	0.0008	-0.0005
Si	0	0.0001	-0.0007
Si	0.0022	0.0009	-0.0018
Si	0.0007	0.0012	-0.0011
Si	0	-0.0004	0.0007
Si	0.0002	0.0004	-0.0009
Si	0.0005	0.0014	0.0029
Si	0.0006	0.0009	-0.0014
Si	-0.0002	-0.0017	-0.0017
Si	0.0002	-0.0017	-0.0012
Si	-0.002	0.0005	0.0006
Si	-0.0008	-0.0022	-0.0021
Si	0.0012	0.0001	0.0001
Si	-0.0018	0.0017	0.0003
Si	-0.0006	-0.003	-0.0059
Si	-0.0002	0.0005	-0.0006
Si	-0.0005	-0.0014	-0.0023
Si	-0.0028	-0.0027	-0.0004
Si	-0.004	-0.002	-0.0011
Si	0.0016	-0.004	0.0026
Si	-0.001	-0.0004	-0.0023
Si	0.0031	0.0006	0.0042
Si	-0.0017	0.0018	0.0089
Si	-0.0005	0.0002	-0.0006
Si	-0.0035	0.0017	0
Si	0.0011	-0.0006	-0.0001
Si	0.0044	-0.004	0.0003
Si	0.0015	-0.0003	0.0008
Si	0.0008	0.0027	0.0012
Si	0.0013	0.0024	0.0012
Si	-0.0007	0.003	-0.0046
Si	0.0006	0.0027	0.0027
Si	0.0007	-0.0005	-0.0014
Si	0.001	0.0012	-0.0016
Si	-0.0026	0.0076	-0.005
Si	0.0003	0.0028	-0.0028
Si	-0.0004	-0.0028	-0.0033
Si	-0.0025	-0.003	-0.0027
Si	-0.0018	-0.0027	-0.0012
Si	0.0018	-0.0037	-0.0011
Si	-0.0018	0.0009	0.0033
Si	0.0025	-0.0043	-0.0045
Si	0.0002	0.0053	0.0056
Si	0.0008	0.0004	0.006
Si	-0.0008	0.001	-0.0013
Si	-0.001	0.0017	-0.0025
Si	0.0022	0.0019	-0.0013
Si	0.0001	0.0021	-0.0037
Si	-0.0012	0	-0.0018
Si	-0.0049	-0.0015	-0.0053
Si	-0.002	-0.003	-0.0143
Si	0.0002	-0.0012	-0.0004
O	-0.0007	0.0009	-0.0015
O	0.0177	-0.005	0.0013
O	-0.0007	-0.0003	-0.0032
O	0.0024	0.0009	-0.0021
O	0.0008	0.0009	0.0005
O	0.0007	0.001	-0.0007
O	-0.0021	-0.0002	0.001
O	0.002	0.0005	0.0011
O	0.0005	-0.0006	0.0023
O	0.0003	-0.0004	-0.0022
O	0.0004	0.0001	0.0001
O	-0.0015	-0.0003	0.0042
O	-0.0023	-0.0003	0.0014
O	-0.0002	-0.0005	-0.0007
O	-0.0021	-0.0006	-0.0002
O	-0.0021	0.0009	0.0015
O	-0.0003	-0.0003	-0.001
O	0.0006	0.0014	0.0018
O	-0.0002	0.001	0.0015
O	0.0002	0.0009	0.0031
O	0.0028	-0.0044	0.0056
O	0.0015	-0.0006	0.0027
O	-0.0003	0.0005	0.0072
O	-0.0001	0.0016	0.0021
O	-0.0003	0.0003	-0.0022
O	-0.0008	0.0005	-0.0037
O	-0.0007	-0.0005	-0.002
O	-0.0025	0.0031	-0.0033
O	-0.0003	-0.001	-0.0037
O	0	-0.0012	0
O	0.0003	0.0005	-0.0029
O	-0.0002	0.0005	-0.0008
O	-0.0006	0.0006	-0.0014
O	0.0001	-0.0005	-0.0057
O	-0.0003	-0.0022	-0.0059
O	0.0011	0.0011	-0.0016
O	-0.0014	0.0001	-0.001
O	0.0002	0.0012	-0.0014
O	0.0004	-0.0007	-0.0029
O	-0.0002	0.0021	0.0016
Si	0.0002	0.0001	0.0016
Si	0	0.0003	0.0005
Si	-0.0004	0.0006	0.0008
Si	0.0001	0.0009	-0.0006
Si	-0.0001	0.0003	-0.0003
Si	-0.0003	-0.0001	-0.0001
Si	-0.0002	0.0005	0.0035
Si	-0.0008	0.0003	0.0025
Si	-0.0003	0.0009	-0.0009
Si	-0.0002	0.0007	-0.0002
Si	0.0002	0.0006	-0.0005
Si	0.0009	0.0002	0.0032
Si	-0.0017	0.0005	0.0003
Si	0.0004	0.0016	-0.0009
Si	-0.0005	-0.0002	0.0004
Si	0.0003	-0.0007	-0.0013
Si	-0.0003	0.0003	0.002
Si	0	0.0006	0.0001
Si	0.0004	0	-0.0012
Si	0.0008	0.0004	0.0033
Si	-0.0003	0.0004	0.0021
Si	0.0004	0.0001	-0.0002
Si	0.0007	-0.0025	0.0018
Si	-0.0008	0.0008	-0.0034
Si	-0.0012	0.0007	-0.0012
Si	0.0006	0.0018	-0.0001
Si	0.0006	0.0008	0.0002
Si	-0.0001	0.0002	0.0016
Si	0	0	0.0026
Si	-0.0003	0.0008	-0.0003
Si	-0.0015	0.0001	-0.0014
Si	0.0014	-0.0008	0.0026
Si	-0.0002	-0.0005	0.0017
Si	-0.0001	0.0007	0.0002
Si	0.0007	-0.0004	0.0038
Si	-0.0002	-0.0005	0
Si	-0.0002	0.0002	0
Si	-0.0004	0.0002	-0.0004
Si	-0.0004	0.0003	0.0009
Si	-0.0001	0.0005	-0.0002
Si	-0.0004	-0.0008	0.0026
Si	0.0004	0.0007	0.0027
Si	-0.0003	0.0007	0.0034
Si	0.0011	0.0005	0
Si	0.0005	-0.0004	0.004
Si	0.0002	-0.0002	-0.0021
Si	0.0011	0.0001	0.0008
Si	-0.0004	0.0003	0.003
Si	0.0001	0.0001	0.0002
Si	0	0.0006	0.0001
Si	-0.0006	0.0008	-0.0015
Si	-0.0013	-0.0005	-0.0028
Si	-0.0004	0.0002	-0.0016
Si	0.0002	0.0007	-0.0004
Si	0.0008	0.0006	0.0026
Si	0.0001	0.0007	-0.0023
O	0	-0.0005	-0.0006
O	0	0.0005	-0.0009
O	0.0001	0.0007	0.0009
O	-0.0003	0.0007	-0.0015
O	0	0.0001	-0.0017
O	-0.0005	-0.0001	-0.0009
O	-0.001	0.0015	-0.0013
O	-0.0005	-0.0005	0.0005
O	0.0001	0.0006	-0.001
O	0.0009	0.0012	-0.0035
O	-0.0003	0.0002	-0.0015
O	0	0.0004	-0.0027
O	0.0003	-0.0004	0.0005
O	-0.0004	0.0002	-0.0033
O	-0.0003	0.0003	-0.0008
O	0.0003	-0.0011	-0.0021
O	-0.0003	0	-0.0019
O	0.0005	0.0003	-0.0004
O	-0.0002	-0.0001	-0.0015
O	0.0001	0.0006	-0.0011
O	-0.0002	0.0002	-0.0028
O	-0.0005	-0.0004	-0.0007
O	0.0001	0	-0.0016
O	-0.0007	-0.0002	-0.0007
O	-0.0002	0.0002	-0.0015
O	-0.0001	-0.0001	-0.0031
O	0.0005	0.001	-0.0006
O	0.0001	0.0005	-0.001
O	0	-0.0001	-0.0011
O	-0.0002	0.0007	-0.0012
O	-0.0005	-0.0003	-0.0017
O	-0.0003	0.0006	-0.001
O	-0.0001	0.0003	-0.0014
O	0.0001	0.0003	0.0001
O	-0.0002	0.0004	-0.0017
O	0.0001	0.0005	-0.0018
O	-0.0017	0.0005	-0.0015
O	-0.0001	-0.0002	-0.001
O	-0.0012	0.0004	-0.0007
O	-0.0001	0.0003	-0.0013
O	-0.0001	0.0001	-0.0017
O	-0.0004	0.0004	-0.0003
O	-0.0005	0.0001	-0.0005
O	-0.0008	0.0004	0.0009
O	-0.0006	0.0006	-0.0035
O	-0.0001	0.0002	-0.0023
O	-0.0002	0.0003	-0.0012
O	-0.0004	-0.0003	-0.0028
O	0.0001	0.0002	0.001
O	-0.0001	0.0006	-0.0024
O	0.0004	0.001	0.0003
O	-0.0007	0	-0.0011
O	-0.0003	0.0003	-0.0027
O	0.0002	0.0002	0.0004
O	-0.0005	0.0006	-0.0021
O	-0.0002	0.0003	-0.0002
O	-0.0004	-0.0003	-0.0032
O	0	0.0004	0.0004
O	-0.0014	0.0013	-0.0025
O	-0.0002	0.0001	-0.0011
O	-0.0002	0.0005	-0.0025
O	-0.0008	0.0015	0.0014
O	-0.0002	0.0004	-0.0008
O	-0.0003	0.0003	-0.001
O	-0.0002	-0.0001	0.0018
O	-0.0003	0.0006	-0.0008
O	-0.0001	0.0003	-0.0026
O	0.0004	-0.0002	-0.0025
O	-0.0015	-0.0006	-0.0019
O	0.0005	-0.0005	0.0006
O	-0.0005	0.0001	-0.0033
O	-0.0002	-0.0001	-0.0003
O	-0.0003	0.0003	-0.0028
O	-0.0002	0.0006	0.0004
O	0.0001	0.0004	-0.0006
O	-0.0002	0.0003	-0.0021
O	0.0004	0.0002	0.0007
O	-0.0002	0.0003	-0.0006
O	0.0001	0.0006	-0.0015
O	0.0002	0.0007	-0.0011
O	-0.0005	0.0006	-0.0009
O	-0.0004	-0.0006	-0.0003
O	-0.0004	0.0001	-0.001
O	-0.0001	-0.0001	-0.0023
O	0.0001	0.0006	-0.0009
O	-0.0021	-0.0025	-0.0025
O	-0.0005	0.0004	-0.0015
O	0.0013	0.0008	0.0002
O	-0.0008	0.0006	-0.0013
O	-0.0005	0.0006	-0.001
O	-0.0005	0.0001	-0.0007
O	-0.0003	-0.0001	-0.002
O	-0.0003	0.0005	-0.0008
O	0.0001	0.0001	0.0002
O	-0.0003	0.0005	-0.0019
O	0	0.0004	-0.003
O	0.001	-0.0012	-0.0033
O	-0.0002	0.0012	-0.0013
O	-0.0027	0.0232	0.0096
O	0.0002	0.0024	-0.0006
O	-0.0132	-0.0036	-0.0146
O	-0.0002	0.0007	0.0014
O	-0.0005	-0.0004	-0.0018
O	0.0045	0.0002	0.003

The program warned: the cutoff lies below the one the program advises for these potential files; the forces do not sum to zero within the program's tolerance; the exchange-correlation potential is rough where the density is thin.
